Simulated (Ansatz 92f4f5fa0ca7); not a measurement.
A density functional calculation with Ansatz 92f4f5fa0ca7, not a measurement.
Periodic cell of 223 atoms, Si133O90, from a study of silicon, its oxide and their interface. The atomic structure is a simulated model.
Doubt: the cutoff is far below the 930 eV that the study's wrapper takes by default for these files, so forces and energies are approximate.
This geometry differs little from another in the collection (a relaxation step or a small displacement).

Settings: functional PBE; potential files Ansatz PAW; basis plane waves; wave-function cutoff 580 eV; density cutoff ratio 5; exchange-correlation grid ratio 1; k mesh 1 x 1 x 1, Gamma-centred; self-consistency stop 5e-08 eV per atom in the density residual; occupations fixed; spin none; net charge 0.

Cell vectors (angstrom)
a, 10.938, 0, 0
b, 0, 10.938, 0
c, 0, 0, 32.4091

Atoms: element, x, y, z (angstrom)
Si, 0.2791, -0.1782, 24.96
Si, 5.1924, 0.4768, 24.9579
Si, 2.8785, 2.6514, 25.0332
Si, 7.925, 2.9916, 24.9444
Si, -0.22, 5.7645, 24.9309
Si, 5.7172, 5.2542, 24.9537
Si, 2.502, 8.5117, 24.9087
Si, 8.4668, 8.0029, 24.8518
Si, 1.3698, 1.396, 26.3181
Si, 6.8099, 1.4593, 26.3327
Si, 4.1115, 4.1743, 26.3115
Si, 9.5616, 4.1449, 26.2142
Si, 1.3594, 6.9181, 26.253
Si, 6.8747, 6.8724, 26.2124
Si, 4.1249, 9.6528, 26.1812
Si, 9.5766, 9.5991, 26.212
Si, 2.7504, 0.007, 27.641
Si, 8.193, 0.0118, 27.6018
Si, -0.0364, 2.7609, 27.614
Si, 5.4313, 2.7795, 27.6881
Si, 2.7051, 5.5217, 27.623
Si, 8.1993, 5.4868, 27.6245
Si, -0.0288, 8.2356, 27.6378
Si, 5.4625, 8.2283, 27.5675
Si, 4.1018, 1.3673, 28.9909
Si, 9.5708, 1.3673, 28.9909
Si, 1.3673, 4.1018, 28.9909
Si, 6.8362, 4.1018, 28.9909
Si, 4.1018, 6.8362, 28.9909
Si, 9.5708, 6.8362, 28.9909
Si, 1.3673, 9.5708, 28.9909
Si, 6.8362, 9.5708, 28.9909
Si, 0, 0, 30.3581
Si, 5.469, 0, 30.3581
Si, 2.7345, 2.7345, 30.3581
Si, 8.2035, 2.7345, 30.3581
Si, 0, 5.469, 30.3581
Si, 5.469, 5.469, 30.3581
Si, 2.7345, 8.2035, 30.3581
Si, 8.2035, 8.2035, 30.3581
Si, 1.3673, 1.3673, 31.7254
Si, 6.8362, 1.3673, 31.7254
Si, 4.1018, 4.1018, 31.7254
Si, 9.5708, 4.1018, 31.7254
Si, 1.3673, 6.8362, 31.7254
Si, 6.8362, 6.8362, 31.7254
Si, 4.1018, 9.5708, 31.7254
Si, 9.5708, 9.5708, 31.7254
Si, 2.7345, 0, 0.6835
Si, 8.2035, 0, 0.6835
Si, 0, 2.7345, 0.6835
Si, 5.469, 2.7345, 0.6835
Si, 2.7345, 5.469, 0.6835
Si, 8.2035, 5.469, 0.6835
Si, 0, 8.2035, 0.6835
Si, 5.469, 8.2035, 0.6835
Si, 4.1018, 1.3673, 2.0507
Si, 9.5708, 1.3673, 2.0507
Si, 1.3673, 4.1018, 2.0507
Si, 6.8362, 4.1018, 2.0507
Si, 4.1018, 6.8362, 2.0507
Si, 9.5708, 6.8362, 2.0507
Si, 1.3673, 9.5708, 2.0507
Si, 6.8362, 9.5708, 2.0507
Si, 0, 0, 3.418
Si, 5.469, 0, 3.418
Si, 2.7345, 2.7345, 3.418
Si, 8.2035, 2.7345, 3.418
Si, 0, 5.469, 3.418
Si, 5.469, 5.469, 3.418
Si, 2.7345, 8.2035, 3.418
Si, 8.2035, 8.2035, 3.418
Si, 1.4613, 1.3524, 4.8716
Si, 6.8352, 1.374, 4.7936
Si, 3.9734, 4.1092, 4.7961
Si, 9.6135, 4.0514, 4.8573
Si, 1.3634, 6.8133, 4.7782
Si, 6.9578, 6.7303, 4.7408
Si, 4.1632, 9.4927, 4.6745
Si, 9.5503, 9.5971, 4.7816
Si, 2.9264, -0.1768, 6.1399
Si, 8.1636, 0.014, 6.2107
Si, 0.0067, 2.6652, 6.3043
Si, 5.4101, 2.7432, 6.0903
Si, 2.5301, 5.3762, 6.2486
Si, 8.2906, 5.4337, 6.2772
Si, 0.0064, 8.1888, 6.0934
Si, 5.4786, 8.0724, 5.9199
Si, 4.2883, 1.1878, 7.5493
Si, 9.9045, 0.9456, 7.5688
Si, 0.9713, 4.2364, 7.8186
Si, 6.5294, 4.3222, 7.3822
Si, 4.3108, 6.5366, 7.2117
Si, 9.3043, 7.2281, 7.4929
Si, 1.304, 9.6443, 7.42
Si, 6.8706, 9.3105, 7.3135
O, 9.5935, 6.8681, 24.4363
O, 3.9826, 1.5252, 24.5793
O, 8.0452, 8.2463, 7.644
O, 2.9864, 1.5405, 8.475
O, 6.807, 4.1117, 24.4364
O, 1.3659, 9.6227, 24.4162
O, 5.4382, 5.4856, 7.8008
O, 0.1808, -0.1447, 7.6563
O, 6.8172, 3.3768, 8.7069
O, 6.1695, 9.6971, 8.7618
O, 9.8265, 7.3284, 9.0535
O, 1.8526, 9.1649, 8.9034
O, 5.4763, 1.1347, 9.2841
O, 1.796, 3.7162, 9.1361
O, 9.6619, 1.2113, 9.1506
O, 3.7565, 7.4491, 8.4275
O, 7.8749, 8.5881, 23.4329
O, 8.4805, 2.2158, 23.6112
O, 5.0315, 5.9092, 23.6167
O, 2.2655, 3.2922, 23.6495
O, 10.6128, 0.6167, 23.6585
O, 0.4082, 5.1682, 23.5372
O, 3.1752, 7.8442, 23.5654
O, 5.5342, 14.1336, 19.1897
Si, 11.3875, 2.3973, 20.786
Si, 7.8363, 9.4067, 22.0187
Si, 2.2794, 5.1966, 13.5723
Si, 12.2655, 7.4038, 16.8268
Si, -0.1269, -4.6818, 9.7625
Si, 10.9226, 8.9317, 14.7673
Si, -1.4013, -4.958, 17.6919
Si, 1.6201, 4.4627, 22.7106
Si, 4.6286, 10.9696, 16.9609
Si, 6.8704, 5.8923, 16.2673
Si, 5.8006, 2.7838, 9.8288
Si, 2.7958, 9.2605, 18.6582
Si, 7.8307, 3.7242, 11.5879
Si, 9.0852, 1.1094, 10.6732
Si, 9.0515, 1.6445, 15.8571
Si, 2.6212, 4.7068, 16.5837
Si, -3.9135, 3.4918, 14.5116
Si, 6.237, 10.7007, 10.0366
Si, 16.0428, 4.5337, 18.3695
Si, 4.9638, 7.2201, 19.8332
Si, -1.5465, 1.1867, 22.7377
Si, 2.1382, 2.3839, 12.553
Si, 5.4531, 10.9828, 21.9301
Si, 0.0944, 6.945, 12.7575
Si, 13.8028, 2.6556, 9.6759
Si, 10.9257, 3.2645, 17.7739
Si, 8.0833, 8.0072, 19.3676
Si, -6.3287, 1.524, 14.3338
Si, -2.2399, -1.2043, 16.7143
Si, 2.8867, 7.8866, 12.3936
Si, -5.7805, 1.6454, 19.4592
Si, -0.3621, 0.6562, 13.2725
Si, 3.8846, 6.6406, 22.7187
Si, 2.7622, 0.4393, 20.7126
Si, 13.518, 7.806, 9.4654
Si, 6.2578, 8.7052, 15.3321
Si, 5.099, -1.1516, 12.8765
O, 6.4115, 5.105, 17.6113
O, -0.4593, -4.6695, 11.3669
O, 6.6285, 4.9954, 14.9637
O, 2.2242, 10.0435, 19.9611
O, -0.2564, 5.0004, 8.6551
O, 1.0146, 3.828, 21.3424
O, 1.4615, 6.6361, 9.5829
O, -5.6036, 0.2679, 13.606
O, 14.1842, 6.4532, 13.1216
O, 8.5232, 11.3485, 16.7948
O, 5.3679, 9.7609, 16.1833
O, -1.4883, 1.1237, 14.3586
O, 2.3004, 4.0054, 12.4555
O, 6.0015, 8.7055, 13.711
O, 2.7305, 4.5018, 14.9697
O, 6.4242, 2.7443, 11.287
O, 3.2183, 1.7645, 13.5631
O, 14.8955, 4.1288, 17.2928
O, -3.1039, 13.6553, 15.7164
O, 0.7373, 5.7382, 13.6628
O, 7.7989, 9.1354, 15.509
O, 0.2913, 2.4614, 19.168
O, 4.581, 5.6974, 19.3798
O, 7.8017, 5.1006, 10.8798
O, 10.881, 6.629, 17.0873
O, 2.7494, 5.5529, 22.2904
O, 9.0234, 6.7147, 19.0542
O, 1.2689, 8.0189, 12.335
O, -5.4112, 0.6687, 18.1891
O, 7.6957, 0.2384, 10.5034
O, 11.2984, -0.6702, 13.9049
O, 4.3043, 3.4198, 9.7883
O, 4.0629, 8.3189, 19.0462
O, 8.453, 6.1889, 16.4945
O, 1.3624, 3.9004, 17.1984
O, -0.8274, 7.8603, 13.7739
O, 5.5891, 2.7881, 14.2312
O, 2.5353, 6.3131, 16.843
O, 9.8242, 4.4278, 18.0804
O, 4.2754, 1.2026, 15.8948
O, 3.3922, 7.9433, 10.85
O, 3.5731, -1.7266, 13.05
O, 8.5373, 10.8611, 22.1974
O, -2.9738, 3.591, 13.2274
O, 9.9553, 2.0346, 21.4715
O, 8.5689, 8.5944, 20.8142
O, -5.0212, 1.1924, 20.8468
O, 5.4502, -0.9072, 11.2841
O, 1.3257, 8.1772, 15.373
O, 2.4132, 1.8725, 11.0152
O, 6.5213, 7.5487, 19.486
O, 1.5565, -2.5279, 18.0746
O, 1.4732, 12.1611, 21.2842
O, 9.0065, 2.6348, 11.1353
O, 3.2423, -0.5743, 17.5503
O, 8.3146, -1.8272, 18.1742
O, 10.189, -1.5757, 16.1698
O, -0.5924, 2.2736, 16.624
O, 0.6885, 1.8857, 13.0646
O, 6.2768, -1.315, 21.5508
O, 15.5472, 7.2806, 21.4234
O, 5.898, 0.2748, 23.4846
O, -4.9278, 7.2534, 16.0226
O, 3.5454, 1.4877, 19.7256
O, 3.8224, -0.077, 21.8602
O, 9.9572, 0.2812, 11.7945

Results
free energy: -135733.977 eV
free energy less fixed offsets of O -568.88, Si -635.61 eV per atom: 1.353 eV

Forces (eV/angstrom), in the order of the atoms: element, x, y, z
Si, -0.0007, 0.0017, 0.0002
Si, 0.0024, -0.003, 0.0052
Si, -0.001, 0.0025, -0.0014
Si, 0.0019, -0.0012, 0.0016
Si, 0.0012, -0.0021, 0.0018
Si, 0.0007, -0.0011, -0.0029
Si, 0.0037, -0.0027, 0.0008
Si, -0.0011, 0.0023, 0.0025
Si, -0.0027, 0.0011, -0.0004
Si, -0.0001, 0.0006, -0.0012
Si, 0, 0.0005, 0.0008
Si, -0.0002, 0.0003, -0.001
Si, 0.0008, -0.0007, -0.0012
Si, -0.0007, 0.0011, 0.0002
Si, 0.0002, 0.0004, -0.0022
Si, -0.0015, 0.0005, -0.0001
Si, 0.0003, -0.0013, 0.0024
Si, -0.0001, -0.0008, 0.0002
Si, 0, -0.0002, 0.0001
Si, 0.0003, 0.0001, 0.0003
Si, 0.0001, -0.0008, -0.0001
Si, 0.0003, -0.001, 0.0007
Si, -0.0005, 0.0004, 0.0018
Si, 0.0005, -0.0005, 0.0003
Si, -0.0685, -0.011, 0.3783
Si, -0.1117, 0.0296, -0.0827
Si, -0.1021, 0.0879, -0.1384
Si, 0.0662, 0.2448, 0.2612
Si, 0.0533, 0.273, -0.1735
Si, -0.0232, 0.0305, 0.1144
Si, 0.0213, 0.0553, 0.0898
Si, -0.0563, -0.0228, -0.2441
Si, 0.0857, -0.0003, -0.0242
Si, 0.0192, 0.0206, 0.0001
Si, 0.0308, -0.0698, -0.0051
Si, -0.0131, -0.0058, -0.0069
Si, 0.0011, 0.0275, 0.0074
Si, 0.1063, 0.009, -0.0125
Si, 0.0298, 0.0161, -0.0116
Si, 0.0138, -0.0461, -0.0218
Si, -0.0576, 0.0374, -0.0053
Si, -0.0036, 0.0268, -0.0093
Si, -0.0374, 0.0358, -0.025
Si, -0.0064, -0.0376, -0.0171
Si, 0.0336, 0.0337, -0.0105
Si, -0.0472, 0.0347, -0.0128
Si, -0.032, -0.0141, -0.0208
Si, -0.0202, 0.0204, -0.0293
Si, 0.0361, -0.0073, 0.0276
Si, 0.0382, -0.0878, 0.0358
Si, -0.0091, 0.0344, 0.005
Si, 0.0429, -0.0521, 0.0006
Si, 0.0446, -0.053, 0.0403
Si, -0.0109, 0.0551, 0.0248
Si, 0.0097, -0.045, -0.0001
Si, 0.0281, 0.001, 0.0161
Si, -0.0096, 0.04, 0.0244
Si, 0.0884, 0.1132, 0.0346
Si, -0.1184, -0.0733, -0.0061
Si, -0.1274, -0.0879, 0.0105
Si, -0.0582, 0.0397, -0.0232
Si, -0.0166, 0.0907, 0.0015
Si, -0.0288, -0.04, 0.0172
Si, -0.021, 0.0091, -0.0042
Si, 0.2472, 0.1816, 0.3921
Si, 0.3288, 0.1358, -0.3073
Si, -0.2395, -0.2444, -0.2079
Si, 0.0953, 0.1374, 0.2394
Si, -0.089, -0.2744, 0.131
Si, -0.1125, -0.2805, 0.2006
Si, -0.3102, -0.3747, -0.4301
Si, 0.274, -0.0272, -0.2338
Si, -0.0016, 0.0014, -0.0044
Si, 0.0064, -0.0013, 0.0001
Si, -0.0026, -0.0027, 0.0018
Si, -0.0004, 0.0023, -0.0009
Si, -0.0018, 0.0011, 0.0003
Si, 0.0048, -0.0018, 0.0017
Si, 0.0021, 0.0059, -0.0019
Si, 0.0028, 0.0025, -0.0031
Si, -0.0126, -0.0168, -0.0094
Si, -0.012, -0.0081, 0.0016
Si, -0.0016, 0.003, 0.0059
Si, -0.0062, -0.0082, 0.0047
Si, -0.0014, -0.0001, 0.0033
Si, -0.0045, 0.0016, 0.0067
Si, 0.0064, -0.001, 0.0002
Si, -0.0038, -0.0092, 0.0035
Si, -0.0842, 0.0265, -0.1418
Si, 0.0066, 0.0164, -0.0029
Si, -0.0063, -0.0011, -0.0072
Si, 0.0071, 0.005, -0.0045
Si, 0.0031, -0.0025, -0.0164
Si, -0.0104, -0.0115, -0.0034
Si, 0.001, -0.0005, -0.0244
Si, 0.0064, 0.009, 0.033
O, 0.0004, 0, -0.002
O, -0.0019, 0.0004, -0.0015
O, -0.0209, 0.0145, 0.0027
O, 0.0073, -0.0149, 0.0083
O, -0.0024, 0.0023, -0.0012
O, -0.0011, 0.0016, -0.0007
O, 0.0046, -0.0059, 0.0043
O, -0.0015, 0.0026, 0.0071
O, -0.0022, 0.0162, 0.006
O, 0.0217, 0.0313, 0.0143
O, 0.008, 0.0019, -0.003
O, 0.0018, 0.0004, 0.0099
O, 0.0949, 0.0098, 0.154
O, 0.0011, -0.0007, 0.0037
O, -0.0061, 0.0056, 0.0121
O, 0.0031, -0.0011, 0.0024
O, 0.0001, -0.0013, 0.0012
O, -0.001, 0.0016, 0
O, 0.001, -0.0017, 0.0031
O, 0.0014, -0.0016, 0.0018
O, 0.0022, -0.0013, 0.0007
O, -0.0012, 0.001, -0.0008
O, -0.0009, 0.0015, 0
O, 0.0011, -0.002, 0.0012
Si, 0.0014, -0.0006, -0.0012
Si, 0.0011, -0.0006, -0.0019
Si, -0.0017, 0.0055, 0.0004
Si, -0.0003, -0.0009, -0.0002
Si, -0.024, -0.0051, 0.0192
Si, -0.0041, -0.0067, -0.0027
Si, -0.0001, 0.0013, -0.0027
Si, -0.0008, 0, -0.0007
Si, -0.0007, -0.0015, 0.0023
Si, 0.0016, 0.0058, 0.0028
Si, -0.0054, -0.0602, -0.0153
Si, 0.0002, -0.0002, -0.0012
Si, 0.0101, 0.0414, -0.0499
Si, -0.0096, -0.0272, -0.0109
Si, -0.0009, -0.0008, 0.0048
Si, -0.0006, -0.0004, -0.0007
Si, -0.0069, 0.0054, 0.0232
Si, 0.0473, -0.0096, -0.0471
Si, 0.0014, -0.0004, -0.0011
Si, 0.0004, -0.0008, -0.0016
Si, -0.0007, 0.0003, -0.0015
Si, 0.0011, 0.0057, 0.0067
Si, -0.0012, 0.003, -0.0025
Si, -0.0169, -0.0073, -0.0092
Si, -0.0157, 0.0026, 0.002
Si, -0.0005, 0.0043, -0.0011
Si, 0.0021, -0.0013, -0.0028
Si, -0.0027, 0.0057, 0.0063
Si, -0.0016, 0.0004, -0.0035
Si, -0.0048, -0.0027, 0.0041
Si, 0.0006, 0.0016, -0.0007
Si, 0.0013, -0.0036, 0.0046
Si, 0.0018, 0.0012, -0.0019
Si, 0.0001, 0.0002, -0.0007
Si, -0.0095, -0.0082, 0.0037
Si, 0.0034, -0.0024, 0.0016
Si, 0.0009, -0.0094, 0.0073
O, -0.0001, 0, 0.0002
O, 0.0104, 0.0035, 0.0004
O, 0, -0.0024, -0.0034
O, 0.0002, 0.0028, 0.0013
O, 0.004, -0.0037, -0.0036
O, 0.0013, 0.0022, 0.0013
O, 0.0124, 0.007, -0.0041
O, 0.0012, 0.0028, -0.0009
O, 0.0007, 0.0007, 0.0005
O, 0.0013, -0.0004, -0.0015
O, 0.0022, -0.0015, -0.0025
O, 0.0022, -0.0004, -0.0023
O, 0.0012, -0.0061, 0.0006
O, -0.0004, 0.0029, -0.0005
O, 0.0001, 0, 0.0033
O, 0.0089, 0.0045, 0.0061
O, 0.0048, 0.0012, 0.0016
O, -0.0022, -0.0002, -0.0024
O, 0.0006, 0.0026, -0.0071
O, 0.006, -0.0018, 0.0038
O, 0.001, 0.0018, 0.0046
O, 0.0006, -0.0007, 0.0025
O, -0.0012, 0.0027, 0.0025
O, 0.0243, -0.051, 0.0248
O, 0.0007, 0.0008, 0.0003
O, 0.0001, 0, -0.0008
O, -0.001, 0.0022, 0.0015
O, 0.0076, 0.0049, 0.0015
O, 0.0003, 0.0008, 0.0003
O, -0.0492, -0.0009, -0.0123
O, 0.0004, 0.0059, -0.0013
O, 0.0109, 0.0078, 0.0028
O, 0.0008, 0.0002, -0.0001
O, 0.0028, 0.0006, 0.0026
O, 0.0022, 0.0004, -0.0017
O, 0.005, 0.0056, 0.0055
O, -0.0137, -0.0115, -0.0045
O, -0.0004, 0.0004, -0.0002
O, 0.0015, -0.0013, -0.0002
O, 0.0011, 0.0041, -0.0094
O, 0.0048, 0.0023, 0.002
O, -0.0002, 0.0017, 0.0001
O, 0.0011, 0.0014, -0.0005
O, 0.0155, 0.0269, -0.0158
O, -0.0015, -0.0011, 0.001
O, 0.0005, 0.0015, 0.0017
O, 0.0002, -0.0021, 0.002
O, -0.0026, 0.0035, -0.0034
O, 0.0019, -0.0001, 0.0019
O, 0.0031, -0.004, -0.0009
O, 0.0014, 0.0005, -0.0006
O, 0.0007, 0.0002, -0.0003
O, -0.0002, 0.0006, -0.0008
O, -0.0179, 0.0108, 0.0172
O, 0.0013, 0.0008, -0.0001
O, -0.0006, -0.0008, 0.0018
O, 0.0003, 0.0021, 0.0007
O, -0.0002, -0.0005, -0.0006
O, 0.0014, 0.0002, -0.0014
O, 0, -0.0001, -0.0017
O, -0.0017, -0.001, 0.0046
O, 0.002, 0.0002, -0.0015
O, 0.0003, 0.0011, -0.001
O, -0.0007, -0.0006, 0.0008
O, 0.0017, 0.0003, 0.0004
O, -0.0016, 0.0049, -0.0007

The program warned: the cutoff lies below the one the program advises for these potential files; the exchange-correlation potential is rough where the density is thin.
